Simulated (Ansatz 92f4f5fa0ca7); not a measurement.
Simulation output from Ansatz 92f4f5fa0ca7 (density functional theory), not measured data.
Periodic cell of 430 atoms, Si266O164, from a study of silicon, its oxide and their interface. The atomic structure is a simulated model.
Doubt: the cutoff is far below the 930 eV that the study's wrapper takes by default for these files, so forces and energies are approximate.

Settings
functional: PBE
potential files: Ansatz PAW
basis: plane waves
wave-function cutoff: 580 eV
density cutoff ratio: 5
exchange-correlation grid ratio: 1
k mesh: 1 x 1 x 1, Gamma-centred
self-consistency stop: 5e-08 eV per atom in the density residual
occupations: fixed
spin: none
net charge: 0

Cell vectors (angstrom)
a 15.4687 0 0
b 0 12.8259 0
c 0 0 37.7277

Atoms and the computed forces on them: element, x, y, z (angstrom), force x, y, z (eV/angstrom)
Si -0.0219 1.1776 35.0481 -0.0115 0.0064 -0.06
Si 3.8563 1.1716 35.0718 0.0138 -0.0081 -0.0022
Si 7.7383 1.1751 35.0811 0.0113 0.0699 -0.0766
Si 11.6193 1.1776 35.0479 0.0238 -0.0237 -0.0714
Si 1.8924 7.5762 35.0663 0.0437 -0.048 -0.0822
Si 5.7554 7.5811 35.0558 0.0508 -0.0543 -0.0937
Si 9.6499 7.5802 35.0463 -0.0406 -0.0486 -0.0846
Si 13.5034 7.5788 35.0502 0.0041 -0.0444 -0.0647
Si 1.9336 5.247 35.4608 0.0394 0.0321 0.0638
Si 5.8008 5.247 35.4608 0.1265 0.133 -0.19
Si 9.6679 5.247 35.4608 -0.174 0.1458 -0.1307
Si 13.5351 5.247 35.4608 0.0136 -0.0296 -0.0752
Si 0 11.6599 35.4608 -0.0893 0.0802 -0.246
Si 3.8672 11.6599 35.4608 -0.2117 0.0531 0.0424
Si 7.7343 11.6599 35.4608 -0.0608 -0.0989 0.052
Si 11.6015 11.6599 35.4608 0.1785 0.0756 -0.0055
Si 0 4.664 36.6976 0.0077 -0.0759 -0.0474
Si 3.8672 4.664 36.6976 -0.0429 -0.0557 -0.0515
Si 7.7343 4.664 36.6976 0.0099 0.0044 -0.0299
Si 11.6015 4.664 36.6976 0.0221 -0.0937 -0.0795
Si 1.9336 11.0769 36.6976 0.0848 0.0362 0.0113
Si 5.8008 11.0769 36.6976 0.0309 -0.0037 -0.007
Si 9.6679 11.0769 36.6976 -0.0058 -0.0099 -0.0174
Si 13.5351 11.0769 36.6976 -0.0358 0.0463 0.0256
Si 0 2.332 37.1098 -0.0945 0.0239 0.0505
Si 3.8672 2.332 37.1098 -0.09 0.0046 0.1773
Si 7.7343 2.332 37.1098 0.0293 0.0014 0.2801
Si 11.6015 2.332 37.1098 0.1033 -0.0108 0.0545
Si 1.9336 8.745 37.1098 -0.0599 0.0655 0.1033
Si 5.8008 8.745 37.1098 -0.0569 0.0712 0.0394
Si 9.6679 8.745 37.1098 -0.024 0.0518 -0.0229
Si 13.5351 8.745 37.1098 -0.0829 0.022 0.015
Si 1.9336 1.749 0.6188 0.0506 0.0583 -0.0116
Si 5.8008 1.749 0.6188 0.0304 0.0392 0.0052
Si 9.6679 1.749 0.6188 -0.0535 0.0603 -0.0077
Si 13.5351 1.749 0.6188 0.0104 0.0342 0.0211
Si 0 8.162 0.6188 0.0317 -0.0167 -0.0127
Si 3.8672 8.162 0.6188 0.0312 -0.0227 -0.0075
Si 7.7343 8.162 0.6188 0.0131 -0.0275 -0.0425
Si 11.6015 8.162 0.6188 0.0335 -0.0014 -0.0115
Si 0 5.83 1.031 0.0052 0.016 0.0199
Si 3.8672 5.83 1.031 0.049 0.0208 0.0344
Si 7.7343 5.83 1.031 0.0016 0.0012 0.046
Si 11.6015 5.83 1.031 -0.0238 0.0544 0.0563
Si 1.9336 12.2429 1.031 -0.075 -0.0135 -0.0214
Si 5.8008 12.2429 1.031 -0.0463 0.0037 -0.0096
Si 9.6679 12.2429 1.031 0.0184 0.0029 -0.0256
Si 13.5351 12.2429 1.031 0.0308 -0.0017 0.0081
Si 1.9336 5.247 2.2678 -0.0433 -0.0465 0.1053
Si 5.8008 5.247 2.2678 -0.0313 -0.032 0.0352
Si 9.6679 5.247 2.2678 -0.0243 -0.0216 0.0946
Si 13.5351 5.247 2.2678 0.0664 -0.0895 0.055
Si 0 11.6599 2.2678 0.0872 -0.0061 -0.2479
Si 3.8672 11.6599 2.2678 0.0696 -0.019 -0.1766
Si 7.7343 11.6599 2.2678 0.0324 0.001 -0.0922
Si 11.6015 11.6599 2.2678 -0.0624 -0.029 -0.2069
Si 1.9336 2.915 2.68 -0.0488 -0.2087 -0.1808
Si 5.8008 2.915 2.68 -0.0271 -0.0789 -0.0292
Si 9.6679 2.915 2.68 0.0243 -0.1831 -0.1435
Si 13.5351 2.915 2.68 -0.0061 -0.0895 -0.0547
Si 0 9.328 2.68 -0.0293 0.1107 0.1101
Si 3.8672 9.328 2.68 -0.034 0.1576 0.1466
Si 7.7343 9.328 2.68 -0.0181 0.0746 0.0869
Si 11.6015 9.328 2.68 -0.0355 0.0928 0.113
Si -0.139 -2.1267 28.6229 0.1114 -0.2407 -0.4329
Si 3.4472 -0.1595 27.9486 -0.0814 0.3138 -0.1808
Si 8.1496 -0.8644 27.1522 -0.1166 -0.2546 0.3014
Si 11.22 0.0072 27.5573 -0.1175 0.0472 -0.0516
Si 1.4263 6.789 28.2751 -0.0669 0.101 0.1411
Si 5.8993 6.6046 27.5947 0.0386 0.0653 0.2058
Si 8.914 6.6255 27.5841 0.0536 0.1058 0.028
Si 13.7993 6.2666 28.4579 -0.0816 0.5363 -0.225
Si 2.1105 3.841 28.7785 0.0596 -0.1227 -0.393
Si 5.8045 3.6045 28.5752 0.2296 -0.1529 0.0423
Si 9.3173 3.6233 28.1591 -0.0389 -0.1232 -0.2675
Si 13.7019 4.0426 29.0555 0.1075 -0.4355 -0.1774
Si 0.2943 12.955 28.3269 -0.2652 0.5264 0.1175
Si 3.8047 10.5302 28.7041 0.1411 -0.8055 -0.0843
Si 7.6406 11.4777 29.3944 -0.2042 0.0886 0.232
Si 11.8652 10.0856 28.2688 -0.0801 -0.0739 -0.0588
Si 0.1842 3.5043 30.1303 0.13 0.0068 0.2512
Si 3.9826 3.5258 30.1087 0.0023 0.1693 0.2074
Si 7.7371 3.0977 29.8438 -0.1204 -0.0263 0.198
Si 11.7324 3.5174 30.1542 -0.1205 0.3676 -0.2336
Si 1.8323 9.9768 29.8837 -0.2097 0.0371 0.3566
Si 5.7111 10.2214 30.0841 0.2104 0.2803 0.0764
Si 9.3498 10.0564 30.2411 0.0459 0.7058 -0.2767
Si 13.5311 9.8868 29.9014 0.0888 0.0357 0.2828
Si 0.0767 1.1981 30.481 -0.0446 -0.1532 -0.131
Si 3.9001 1.2879 30.7558 0.0453 0.0881 -0.2428
Si 7.7124 0.8133 30.6145 -0.0518 -0.0803 -0.2714
Si 11.5194 1.2281 30.5702 -0.2021 -0.3764 -0.2791
Si 1.7877 7.6775 30.4606 0.1242 0.0238 -0.1606
Si 5.7511 7.8649 30.5631 -0.075 -0.2365 -0.5093
Si 9.4845 7.7554 30.5878 -0.2435 -0.5767 -0.2612
Si 13.5132 7.5953 30.4176 -0.0123 -0.2147 0.1781
Si 1.9239 0.5899 31.8127 -0.0657 -0.0608 0.0076
Si 5.8008 0.5979 31.9326 -0.0739 -0.0577 0.0794
Si 9.6652 0.6257 31.8933 0.0165 -0.0383 0.0011
Si 13.5253 0.5576 31.638 0.241 0.1313 0.036
Si -0.0648 7.0445 31.762 -0.0413 -0.051 -0.0039
Si 3.7997 7.1331 31.6864 -0.2185 -0.0233 0.0971
Si 7.624 6.9403 31.7282 0.03 0.1401 0.0434
Si 11.5326 7.0872 31.663 0.0714 0.0969 -0.086
Si 0.0563 4.7044 32.1764 -0.0749 0.0556 -0.0538
Si 3.9006 4.7779 32.1131 0.0814 0.1029 -0.0455
Si 7.731 4.5399 31.9547 0.0077 -0.1721 -0.1624
Si 11.5691 4.7571 32.1404 -0.0677 -0.1003 0.1413
Si 1.8828 11.0662 32.0842 0.018 -0.0284 -0.2131
Si 5.7069 11.1119 32.2589 0.0834 -0.0543 0.1052
Si 9.6999 11.1466 32.2777 0.0981 -0.1837 0.0491
Si 13.5059 11.0477 32.0386 -0.0304 -0.0231 -0.0564
Si 1.9885 4.1112 33.3919 -0.0435 0.0216 -0.0457
Si 5.8296 4.1258 33.3474 -0.0582 -0.0936 -0.0265
Si 9.6266 4.1321 33.3572 0.1125 0.0078 -0.0054
Si 13.5308 4.107 33.3685 0.0797 -0.0806 -0.147
Si -0.0436 10.505 33.359 0.0522 -0.0038 -0.1419
Si 3.7753 10.4817 33.4168 0.0176 -0.0701 -0.0204
Si 7.709 10.4804 33.4096 -0.1171 -0.0946 -0.1726
Si 11.6376 10.4866 33.4066 -0.041 0.0108 0.0029
Si 1.9253 1.7729 33.8497 0.0551 0.0502 -0.0538
Si 5.8004 1.8151 33.9056 -0.0792 0.077 -0.0445
Si 9.6687 1.8205 33.8824 -0.0085 0.0434 0.0488
Si 13.532 1.7379 33.7415 -0.084 0.0882 -0.0235
Si -0.0357 8.1804 33.833 -0.0615 0.0171 -0.0948
Si 3.8015 8.1559 33.819 0.0119 0.1298 0.003
Si 7.6917 8.1187 33.803 0.0263 0.0832 0.115
Si 11.5797 8.1573 33.7844 -0.0072 0.0502 0.0552
Si 0 2.332 3.9167 0.2115 -0.0156 -0.6043
Si 3.8672 2.332 3.9167 -0.0455 0.0134 -0.3825
Si 7.7343 2.332 3.9167 0.1373 0.0747 -0.2177
Si 11.6015 2.332 3.9167 -0.1524 0.0113 -0.4944
Si 1.9336 8.745 3.9167 0.0223 0.0201 0.4224
Si 5.8008 8.745 3.9167 0.1307 0.0395 0.3643
Si 9.6679 8.745 3.9167 0.0392 0.0371 0.2418
Si 13.5351 8.745 3.9167 0.1064 -0.1924 0.1901
Si 1.9291 6.4266 4.3369 0.0119 0.0367 0.0373
Si 5.784 6.4246 4.3244 0.0299 0.0045 0.0683
Si 9.6595 6.4247 4.337 0.0062 0.0247 0.0638
Si 13.5561 6.4205 4.3305 -0.0347 0.0477 0.0742
Si 0.0272 12.8121 4.3044 0.01 -0.0276 0.0965
Si 3.8945 12.8162 4.3145 -0.0207 -0.0383 0.0533
Si 7.7553 12.8174 4.328 0.0031 -0.0389 0.0857
Si 11.61 12.8154 4.3104 0.0048 -0.0281 0.1263
Si 0.014 5.8995 5.6355 -0.0215 0.0285 -0.0198
Si 3.8583 5.8815 5.5974 -0.0372 0.0586 0.106
Si 7.7077 5.9006 5.5955 0.048 -0.0348 0.0086
Si 11.6128 5.8789 5.5776 0.011 0.0174 -0.0811
Si 1.9664 12.1716 5.5071 -0.0215 -0.1692 -0.0444
Si 5.8222 12.191 5.5403 0.0077 -0.1749 -0.0254
Si 9.6919 12.2051 5.5593 -0.0417 -0.1329 0.0034
Si 13.5593 12.1184 5.4518 -0.0303 -0.1557 -0.0081
Si 0.0646 3.55 5.8713 -0.0206 0.0492 0.1147
Si 3.8653 3.5326 5.91 0.0633 -0.0412 0.0155
Si 7.7685 3.5445 5.9305 -0.07 0.0589 0.1231
Si 11.5939 3.5385 5.8923 -0.0144 -0.0515 0.021
Si 1.9521 9.8636 6.0764 0.0116 0.0351 0.0412
Si 5.8503 9.8749 6.0645 -0.0655 0.0548 0.0479
Si 9.7006 9.8708 6.0398 -0.0083 0.0549 -0.0356
Si 13.5727 9.8271 6.0405 0.0149 0.0566 0.0416
Si 1.9528 2.8631 7.09 -0.0011 0.0917 0.1094
Si 5.8085 2.8655 7.0334 0.0089 0.0982 -0.0302
Si 9.7063 2.9015 7.1405 0.0017 0.1052 -0.0819
Si 13.5765 2.7645 6.8268 0.0473 0.059 -0.1442
Si 0.0081 9.3673 7.4393 0.0062 -0.1201 -0.0135
Si 3.9186 9.369 7.3882 0.0063 -0.0177 -0.0151
Si 7.8092 9.4161 7.4153 0.188 -0.0147 0.007
Si 11.6348 9.342 7.3367 -0.07 -0.0461 0.0118
Si -0.0081 6.9618 7.8215 0.0503 0.2254 -0.051
Si 3.8343 6.9715 7.7494 0.0225 0.0955 -0.0387
Si 7.6978 7.0168 7.7259 -0.257 -0.0156 -0.0194
Si 11.6068 6.9452 7.7155 -0.1082 0.1536 -0.0555
Si 1.9985 13.3551 7.5033 0.0129 0.0533 0.1095
Si 5.8435 13.3918 7.5457 -0.0239 0.0802 0.0119
Si 9.6911 13.4361 7.5715 0.0489 -0.0419 -0.0255
Si 13.6216 13.3512 7.3926 -0.0352 0.0417 -0.0174
Si 1.9323 6.2747 9.0357 -0.0059 -0.0367 0.189
Si 5.7423 6.2851 8.9679 0.0924 0.0041 0.1588
Si 9.6206 6.2086 8.8012 0.0344 0.3278 0.2856
Si 13.501 6.0565 8.8292 0.086 -0.4725 0.3202
Si 0.047 12.9138 8.728 -0.0129 0.2976 0.2267
Si 3.9207 12.9704 8.8347 -0.0626 0.4192 0.5274
Si 7.7574 13.0203 8.8742 -0.1538 0.6014 0.5115
Si 11.7226 13.0417 8.6926 0.1755 0.2672 0.4295
Si 1.9295 3.8922 9.1999 0.1891 -0.1239 -0.0042
Si 5.7267 3.903 9.0941 -0.0552 -0.097 0.1552
Si 9.5565 3.9189 9.2518 0.2746 -0.3364 0.2701
Si 15.4613 2.9061 10.046 0.2283 -0.0851 -0.2716
Si 0.0011 10.6926 9.5402 -0.1265 -0.3292 0.2057
Si 4.0211 10.6617 9.4852 -0.0099 -0.3674 0.0002
Si 7.9801 10.7496 9.5482 -0.0522 -0.1821 0.4227
Si 11.7541 10.8053 9.2659 -0.058 -0.0924 0.0045
Si -1.8555 3.7131 8.8655 0.0601 0.0947 -0.1786
Si 3.8479 2.946 10.2072 -0.0403 0.2011 0.0049
Si 7.6028 3.03 10.1898 -0.3064 0.1383 -0.0383
Si 12.1395 2.7537 10.3777 0.1457 -0.1176 0.31
Si 2.0165 10.1908 10.6961 0.2863 0.2124 0.3347
Si 6.0443 10.1133 10.787 0.0541 0.1296 0.3256
Si 10.1536 10.7198 10.9479 0.0309 -0.0725 -0.305
Si 13.4139 10.115 10.789 0.254 0.1617 0.118
Si -0.9506 3.066 12.1091 -0.1861 -0.0208 0.0684
Si 1.7247 -1.3004 13.4831 -0.0256 0.1555 0.2337
Si 6.8926 4.5936 12.8826 0.0857 -0.1601 0.0089
Si 14.6106 0.4009 13.6586 0.0235 -0.049 0.0525
Si 2.1864 7.0864 11.302 -0.0876 -0.2904 -0.6239
Si 5.4269 6.9967 11.2541 0.1673 -0.33 -0.6694
Si 10.0715 7.6034 11.6605 -0.2131 0.0474 0.0641
Si 13.0453 7.1297 11.6235 0.0707 0.0467 0.0548
O 11.5061 6.9959 12.1647 0.0816 -0.0946 -0.0261
O 1.1347 6.3122 12.3079 0.1426 0.1034 0.1022
O -0.3762 10.3309 26.9892 0.0756 0.0291 0.4069
O 7.4036 7.1613 27.2436 0.0128 0.031 -0.0429
O 9.6852 -0.259 27.0095 0.1078 0.046 -0.0784
O 1.8326 0.0858 27.7015 0.126 0.022 -0.0519
O 8.6806 15.1517 14.1935 -0.0027 -0.0294 -0.0388
O 0.164 11.9909 13.3671 -0.1041 -0.0218 -0.0632
O 6.5272 11.3013 14.7353 -0.0097 -0.0794 -0.0509
O -0.0065 5.9869 14.8501 -0.0302 -0.0214 -0.2262
O 5.6706 3.8308 13.6723 0.0619 0.0257 -0.0122
O 8.22 12.6941 13.3409 -0.004 -0.1104 -0.1297
O 15.0804 14.5848 12.9106 -0.068 0.0339 0.1053
O 8.7878 7.4951 12.6714 0.1035 -0.0579 -0.0951
O 2.265 11.1988 11.9912 -0.0665 -0.1196 -0.3064
O 6.3079 11.1284 12.1046 -0.1175 -0.1109 -0.276
O -0.6186 4.4272 12.9151 -0.0546 0.0715 0.1895
O 14.0745 7.0022 12.8748 -0.146 0.003 -0.0467
O 10.7654 11.6779 12.2149 -0.3491 -0.1095 -0.2952
O 5.0128 0.6226 14.993 -0.0034 -0.0511 0.0437
O 14.6991 0.6911 15.258 -0.0404 -0.0174 -0.0383
O 13.3406 8.4765 10.7536 0.0227 -0.0199 -0.0388
O 13.0677 12.8764 13.2265 -0.1341 0.0202 -0.0244
O 3.8086 6.8719 11.5975 -0.0468 0.0912 0.2328
O 13.6037 3.1215 27.6911 -0.053 0.122 -0.0301
O 9.4956 2.6676 26.804 -0.0729 0.0563 0.3909
O 11.87 8.9169 27.1397 0.0519 0.0834 0.0263
O 7.9237 10.4859 26.4176 0.1256 0.2069 0.0391
O 4.7881 7.1596 26.5248 0.027 -0.0404 0.0493
O 7.0624 0.2058 26.5486 0.1465 -0.0378 -0.031
O 12.6189 6.4416 27.3103 0.1707 -0.1595 0.0649
O 9.4196 7.127 29.0432 0.1374 0.0644 0.264
O 14.7562 0.814 27.1839 0.1887 -0.0952 0.0533
O 4.3654 0.2659 26.643 -0.1878 0.0311 0.0787
O 2.1701 7.7448 27.183 0.048 0.0649 -0.0733
O 2.2478 2.8735 27.4136 -0.0289 -0.0302 0.4009
O 10.0719 7.0623 26.519 -0.213 -0.0726 0.051
O 12.1041 1.1071 26.7352 -0.2086 -0.0499 0.015
O 5.7973 2.3514 27.5065 -0.0444 0.0421 -0.0072
O -0.1745 6.7101 27.8422 0.0714 -0.0408 0.2767
Si -0.0451 13.8236 18.6276 -0.0491 -0.0506 -0.149
Si 9.6843 2.8893 25.1946 0.0087 0.0647 -0.1722
Si 13.9196 12.6185 23.4022 -0.008 0.1348 -0.0395
Si 5.7366 1.1441 26.4119 0.1002 0.0794 -0.0878
Si 0.9935 1.7237 23.5174 -0.0077 0.1355 0.0038
Si 8.5321 8.5166 13.9146 0.0085 0.0225 0.1441
Si 12.5203 6.4778 17.0811 -0.0356 -0.0465 -0.1737
Si 10.3345 9.721 23.1031 0.0162 -0.1027 0.0407
Si 11.2804 4.3847 18.7605 -0.0147 -0.1054 -0.0798
Si 8.9002 11.8828 21.3542 0.0174 0.0034 0.22
Si 3.6336 9.9084 21.5213 0.036 0.0212 0.178
Si 18.0418 12.8191 17.4888 0.0399 0.0598 -0.0946
Si 1.9346 9.1676 24.0974 -0.1746 -0.1012 -0.0532
Si 13.1465 12.611 20.4687 -0.0344 0.0639 0.1901
Si -0.1909 5.9558 13.2273 0.1625 -0.1765 0.1052
Si 15.3891 6.9217 16.1871 0.0446 0.0878 -0.0281
Si 11.8711 3.8222 15.9123 -0.1255 -0.0072 -0.0978
Si 4.0681 3.7013 13.3618 0.046 -0.1717 0.0301
Si 10.6224 11.3452 19.0472 -0.0162 0.0288 -0.0386
Si 8.1369 7.6488 23.1842 0.0112 -0.0331 -0.0178
Si 3.4449 13.8683 14.906 0.08 -0.0098 -0.0887
Si 8.9484 3.77 14.8874 0.0723 -0.0648 0.0329
Si 2.3041 3.1168 25.8063 -0.1296 0.1397 -0.2191
Si 11.2085 -0.5947 16.0088 0.0402 0.1673 -0.089
Si 1.8276 8.8286 15.3033 -0.0693 -0.0498 0.0635
Si 3.5402 2.0463 21.7507 -0.0832 -0.0037 0.2386
Si 3.8664 9.9936 16.8743 -0.0597 -0.0037 -0.0265
Si 1.8598 3.4046 19.6098 0.055 0.0898 0.097
Si 11.7894 2.5733 21.3221 0.0116 0.005 0.2778
Si 4.1499 12.474 20.1471 -0.0605 0.0053 0.0907
Si 12.1052 11.5423 13.1769 0.1423 0.0837 0.0426
Si 0.7269 4.56 23.9416 -0.0481 0.0113 0.0084
Si 3.9013 7.1273 19.9895 -0.1485 -0.0427 0.0615
Si 17.8574 5.6856 17.6519 -0.0636 0.0943 -0.172
Si 13.6114 14.2317 16.2271 -0.0143 -0.026 -0.1092
Si 8.152 9.8352 24.9517 -0.0162 0.0128 -0.2007
Si 5.8313 8.0915 15.6387 -0.0844 0.0032 0.076
Si 1.8021 5.6547 21.5271 -0.0276 0.0601 0.2028
Si 3.5772 8.2664 26.5351 -0.14 0.0471 -0.2495
Si 8.6674 13.601 14.6373 -0.1218 0.1537 0.1554
Si 5.9809 11.1023 18.4135 0.0154 0.047 -0.1254
Si 9.948 7.7936 16.3556 0.046 -0.1146 -0.0319
Si -0.5239 10.3823 25.3729 0.002 -0.1359 -0.2866
Si 3.5335 6.2959 14.8642 -0.0062 0.0826 0.1698
Si 6.6759 7.0353 18.5892 0.0068 0.0469 -0.1412
Si 5.0379 3.1441 24.2949 0.0466 0.1552 -0.1344
Si 6.1997 12.5881 15.6775 0.0135 0.2769 -0.1036
Si 12.9509 8.4497 23.9695 -0.0176 -0.048 -0.1894
Si 11.6518 7.4515 26.4696 0.2175 0.0842 -0.1188
Si 15.3293 7.0764 23.0147 -0.134 -0.0108 0.098
Si 7.7214 4.4761 23.5947 -0.0053 -0.0348 -0.0175
Si 12.5779 2.3475 24.0769 -0.1077 -0.0445 -0.0529
Si 8.585 9.3072 18.583 0.0155 -0.0613 -0.022
Si 13.5652 1.8455 26.7203 0.2071 0.0897 -0.0901
Si 8.9049 1.9055 22.6399 0.0578 0.0788 0.0958
Si 8.6533 5.1063 17.5264 0.0487 -0.0574 -0.1839
Si 7.3627 11.2884 13.3387 -0.0646 0.1249 0.2062
Si 6.6876 10.0174 22.3895 0.0316 -0.0886 0.1939
O 4.8935 9.4499 15.6925 -0.0286 0.0235 0.0076
O 14.0021 7.0874 16.9985 0.0064 0.0316 0.054
O 5.0478 6.8952 14.863 0.0087 -0.0211 -0.0524
O 0.9802 12.7945 17.8559 -0.0213 -0.0173 0.059
O 3.3107 6.1295 21.1397 0.0226 0.0423 -0.0476
O 10.0787 11.0217 22.1355 -0.062 0.0544 -0.0651
O 7.8663 7.9849 19.2331 0.016 0.0147 0.0466
O 1.269 4.3515 25.4621 0.0054 -0.0752 0.0117
O 12.9936 2.7259 15.4613 0.0228 0.0182 0.0128
O 14.5225 12.9118 19.6377 0.0555 -0.0106 -0.0272
O 8.8699 4.2482 24.7465 -0.0258 -0.0128 0.0732
O 8.4108 0.4704 22.0422 -0.0129 -0.089 -0.0888
O 10.6388 11.5491 17.3998 -0.0146 -0.0277 0.0633
O 5.1003 10.2082 22.1757 -0.0433 0.0034 -0.082
O 13.5972 11.9737 21.9239 -0.0281 -0.0592 -0.1155
O 10.0843 13.1798 15.3018 0.0561 -0.1077 0.0293
O 12.4202 13.1724 16.5405 -0.023 -0.0444 0.0393
O 8.4246 10.0498 13.3563 0.0737 -0.012 -0.0637
O 9.9554 9.8416 19.3174 0.0583 0.0242 0.0212
O 13.8616 7.7511 22.797 0.0267 0.0324 0.0327
O 3.8079 3.5421 25.3026 -0.0176 0.0017 0.1514
O 4.4384 2.8888 22.8054 0.0024 -0.0257 -0.0537
O 3.2169 11.2465 20.6901 -0.0173 0.0198 -0.0533
O 0.9211 7.91 23.919 0.1195 0.0626 0.0422
O 6.9936 8.4007 22.2704 -0.0417 0.0481 -0.0456
O 11.26 2.999 24.793 0.0307 -0.0196 0.0011
O 12.3783 14.0357 20.6721 0.0239 -0.0486 -0.1134
O 2.5967 8.9809 16.7525 0.0815 0.0793 0.0462
O 11.7247 3.7174 20.1662 0.0114 0.0787 -0.0833
O 14.0234 9.1014 24.9907 0.0371 0.0379 0.1403
O 2.0043 5.0557 23.0367 0.0242 0.0265 -0.083
O 3.3522 5.1029 13.7825 -0.0294 0.0803 -0.0913
O 6.1845 4.3246 24.1689 -0.0597 -0.0428 0.0686
O 3.4014 13.123 18.8548 0.0266 0.0244 0.0363
O 12.1324 11.5876 19.6569 -0.01 -0.0391 -0.0151
O 18.768 5.6186 16.3177 0.0359 -0.0328 0.0063
O 13.7718 15.3007 25.2044 0.0283 -0.0959 0.2078
O 9.0619 8.9258 17.0862 0.0006 0.0785 0.0213
O 9.0907 1.6679 24.2652 0.0359 0.0166 0.0401
O 1.7567 1.7943 24.9817 0.0237 -0.0364 0.1199
O 5.8193 12.1189 17.1631 -0.0245 -0.077 0.0906
O 12.0661 7.4199 24.8824 -0.0964 0.0242 0.2034
O 9.7191 10.14 24.5658 -0.0048 0.0234 0.0563
O -0.1233 13.4103 23.3101 0.0064 -0.0636 0.0163
O 2.1454 1.4972 22.3955 0.0492 0.0024 -0.0589
O 3.2146 8.73 25.007 0.142 -0.062 0.2829
O 9.6757 4.7149 18.7416 0.0042 0.0136 0.0967
O 3.3733 15.3174 14.1885 0.0055 0.0746 -0.0504
O 7.934 3.2495 22.4876 0.0035 -0.0677 -0.0789
O 15.6977 3.1533 23.2916 0.0385 -0.0781 0.0079
O 7.2634 5.5532 18.2409 -0.0152 -0.0291 0.0656
O 3.0423 6.7795 18.66 0.0146 0.0413 0.0293
O 15.7669 8.4392 15.6875 0.0428 -0.0803 0.0488
O 9.878 8.2604 14.8054 -0.0417 0.0325 -0.0437
O 7.9241 8.2096 24.7344 0.0327 0.0103 0.0015
O 5.6432 11.9519 19.7446 0.0321 -0.0034 0.0349
O 5.4787 6.8834 19.6732 0.0431 -0.0337 0.0358
O 16.1035 6.8179 21.5954 0.0721 -0.0472 -0.1381
O 2.3119 4.1637 18.2355 0.0013 -0.101 0.0247
O 7.469 10.4869 18.4461 -0.0129 -0.0227 0.0149
O 12.4514 5.3445 15.8989 0.0312 0.025 0.0199
O 9.5466 12.2898 19.8895 0.0312 -0.0046 -0.121
O 16.6147 4.5487 20.5297 -0.0412 -0.0586 -0.1132
O 6.3056 5.9677 12.1985 -0.1286 0.2729 0.0944
O 4.7762 9.9818 18.2375 0.0006 -0.0075 0.0322
O 2.5243 9.6735 22.6771 0.0009 0.0501 -0.046
O 0.8344 2.1652 19.3627 -0.0391 0.0127 0.0291
O 3.1959 2.9289 20.4255 -0.0175 0.0174 -0.1258
O 8.127 17.6716 13.9516 -0.1306 0.033 -0.1462
O 11.5004 7.7277 16.8234 0.0115 -0.0095 0.0611
O 7.9607 6.0235 23.0579 0.0457 0.0533 0.0065
O 14.4057 1.7689 17.5971 0.0624 0.0199 0.1023
O 11.9409 9.4831 23.2073 -0.0363 0.0296 0.0247
O 8.4149 3.894 16.4445 -0.0143 0.0581 0.0839
O 14.1259 11.6028 24.6531 0.0107 0.0073 0.1526
O 11.7048 11.2279 14.7711 -0.0186 -0.0169 -0.1339
O 3.1309 11.459 16.7584 0.0423 -0.0601 0.0349
O 3.6641 8.6403 20.5147 0.0206 -0.0179 -0.0903
O 12.164 5.7491 18.5074 -0.0282 0 0.1003
O 9.2877 6.321 16.6208 -0.0175 0.0515 0.0263
O 7.5402 13.4901 15.8132 0.0106 -0.0832 -0.0251
O 7.1913 8.2625 14.7836 0.0451 -0.0396 -0.0971
O 12.6065 0.7317 23.7315 -0.0152 0.0568 0.0778
O 15.0217 5.676 23.8307 0.082 0.0189 -0.038
O 9.585 8.2967 22.6691 0.0009 0.0009 -0.0304
O 2.5223 7.5501 14.5329 0.0296 -0.0438 -0.0607
O 11.5109 3.3953 17.4621 -0.024 0.0514 0.1428
O 12.7171 3.0758 22.5999 -0.0533 -0.0329 -0.0216
O 7.6026 10.872 21.33 0.0137 0.0598 -0.1229
O 7.1134 10.5473 23.8896 -0.0094 0.0216 -0.0293
O 5.7277 1.7858 24.9019 0.039 -0.18 0.19
O 4.4081 0.7555 21.2985 0.0328 -0.0946 -0.1151
O 16.3899 6.2534 17.27 -0.0262 -0.0302 0.0907
O 1.0003 10.3386 24.7547 -0.0146 0.0919 0.1193
O 6.1675 7.6881 17.1794 -0.0104 -0.0305 0.0735
O 1.8535 10.1804 14.4112 0.0323 0.0292 -0.057
O 10.3009 2.2891 21.9045 0.0156 0.0181 -0.1181
O 2.6177 -0.0736 14.06 -0.0257 -0.0326 -0.0035
O 2.8219 14.0192 16.407 -0.0433 -0.0471 0.0772
O 10.5807 3.896 14.9144 0.0428 0.0113 0.0452
O 7.6232 1.3559 10.1484 0.2071 -0.2795 -0.4858
O -2.3994 -2.3797 12.4083 0.192 -0.1728 -0.4476
O 5.9314 8.5607 11.4329 -0.0333 0.258 -0.1063
O 3.8457 3.4398 11.7747 -0.054 -0.1062 -0.0229
O 5.861 4.9748 27.6561 -0.1476 -0.1468 -0.0346
O 3.988 13.5654 29.19 -0.018 -0.2303 0.0537
O 10.3843 -2.6386 28.9389 0.0147 -0.0029 0.2334
O 9.5608 6.8748 10.3245 0.027 0.0234 -0.2206
O 10.7556 16.7719 28.8493 0.3496 -0.1744 0.4853
O 15.5258 1.2155 9.9738 0.0196 -0.0091 -0.2836
O 1.8444 8.6835 11.3703 0.0178 0.1018 -0.1255
O 4.0967 9.5455 27.3849 0.0004 0.2007 0.1583
O 2.182 5.3506 28.1253 -0.1138 -0.0459 0.1654
O 12.1069 11.4726 27.4363 -0.0083 -0.044 -0.0324
O 12.8805 2.9279 11.8478 0.0837 -0.0504 0.0754
O 11.1609 0.4736 29.1166 -0.0161 0.1143 0.2948
O -2.0542 5.9825 10.5207 -0.1112 0.1917 -0.1431
O -3.5963 1.1315 10.1158 -0.0974 0.1212 -0.4198
O 24.2248 5.0236 27.5706 -0.0102 -0.0709 -0.0385
O 3.8577 14.0994 10.136 0.0753 -0.1647 -0.5641
O 5.514 7.1133 29.0917 -0.0605 0.0758 0.1489
O 10.3634 9.1795 11.4497 -0.0526 -0.0866 0.0446
O 10.7237 3.5694 10.4212 -0.4159 0.0947 -0.2901
O 7.4622 16.4275 11.7219 0.134 -0.1597 0.1451

Results
free energy: -262372.285 eV
free energy less fixed offsets of O -568.88, Si -635.61 eV per atom: -3.705 eV

The program warned: the cutoff lies below the one the program advises for these potential files; the exchange-correlation potential is rough where the density is thin.
